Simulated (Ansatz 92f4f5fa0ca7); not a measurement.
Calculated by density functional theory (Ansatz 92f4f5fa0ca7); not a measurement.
Periodic cell of 171 atoms, Si99O72, from a study of silicon, its oxide and their interface. The atomic structure is a simulated model.

Settings: functional PBE; potential files Ansatz PAW; basis plane waves; wave-function cutoff 700 eV; density cutoff ratio 5; exchange-correlation grid ratio 2; k mesh 2 x 2 x 1, shifted by 0.5 0.5 0.5 of a step; self-consistency stop 5e-08 eV per atom in the density residual; occupations Fermi-Dirac, 0.05 eV; spin none; net charge 0.

Cell vectors (angstrom)
a  11.5983  0  0
b  0  11.5983  0
c  -4.7831  0.1082  23.0541

Atoms: element, x, y, z (angstrom)
Si  -0.2693  -0.029  0.5611
Si  -0.2282  2.9881  0.993
Si  -0.1051  6.0448  0.4475
Si  3.2724  -0.2282  0.225
Si  3.5677  2.776  0.9469
Si  3.7166  5.9039  0.3974
Si  7.4996  -0.1184  0.203
Si  7.5142  2.9317  0.8529
Si  7.653  6.0282  0.567
Si  1.6256  -0.7245  1.852
Si  1.6958  2.8815  2.2781
Si  1.8085  6.6457  1.7055
Si  5.4486  -0.8298  1.3993
Si  5.564  2.813  2.1284
Si  5.6158  6.5851  1.7073
Si  9.3401  -0.7391  1.6614
Si  9.4046  2.9084  2.2155
Si  9.5673  6.6139  1.8187
Si  1.6841  0.9105  3.4851
Si  1.7544  4.9248  3.333
Si  1.6982  8.7514  3.0131
Si  5.533  0.7808  3.2437
Si  5.5704  4.8396  3.2866
Si  5.5454  8.7618  2.8792
Si  9.4022  0.8849  3.3589
Si  9.4867  4.8894  3.3789
Si  9.4476  8.777  2.9717
Si  -0.2752  0.8724  4.7678
Si  -0.17  4.8732  4.6735
Si  -0.2353  8.7814  4.4524
Si  3.6721  0.87  4.7309
Si  3.6698  4.8626  4.6703
Si  3.6491  8.7733  4.4305
Si  7.4475  0.8377  4.6661
Si  7.4994  4.8753  4.6114
Si  7.4759  8.7794  4.3691
Si  -0.2271  -1.0519  6.1471
Si  -0.2097  2.9023  5.9269
Si  -0.2372  6.8672  5.8693
Si  3.6447  -1.0428  6.1368
Si  3.6655  2.8945  5.9452
Si  3.6448  6.8661  5.8809
Si  7.4743  -1.0655  6.0859
Si  7.5176  2.8901  5.8308
Si  7.4504  6.8742  5.8138
Si  1.7141  -1.024  7.5951
Si  1.7136  2.8768  7.2788
Si  1.6911  6.8511  7.241
Si  5.5751  -1.0262  7.5687
Si  5.6398  2.9507  7.21
Si  5.5644  6.8826  7.2528
Si  9.4101  -1.0463  7.5185
Si  9.4284  2.9046  7.2056
Si  9.3849  6.7855  7.1532
Si  1.7337  1.1106  8.8537
Si  1.6753  4.865  8.4931
Si  1.672  8.5069  8.9093
Si  5.7066  1.1658  8.6891
Si  5.6184  4.9023  8.4943
Si  5.5105  8.5367  8.9297
Si  9.4851  1.1185  8.7024
Si  9.4061  4.8491  8.4832
Si  9.3391  8.457  8.74
Si  11.3281  1.5584  10.1417
Si  11.3264  4.7949  9.8319
Si  11.2214  7.971  10.0587
Si  3.7934  1.7927  9.9297
Si  3.6502  4.8968  9.7585
Si  3.5793  7.979  10.2946
Si  7.6517  1.5889  10.1142
Si  7.5221  4.8327  9.8828
Si  7.4781  8.0353  10.1692
Si  9.653  9.8866  14.3794
Si  4.7304  0.4377  12.6306
Si  9.1525  7.0419  15.6812
Si  -0.1291  10.5069  11.9575
Si  3.0915  7.6704  16.9045
Si  3.5164  7.5206  20.8574
Si  2.4801  10.3154  20.3486
Si  5.3911  2.914  14.5048
Si  4.1615  10.3267  17.6648
Si  9.5649  4.6046  16.9886
Si  2.8413  3.2009  17.5209
Si  2.1774  -1.5649  15.5124
Si  7.4137  4.7332  15.1918
Si  2.7433  -1.7033  12.678
Si  5.2916  1.4641  17.4592
Si  7.4794  -0.9432  12.1736
Si  1.0089  1.089  16.4365
Si  0.2531  0.3407  19.0974
Si  -3.6983  12.8908  18.816
Si  -1.6637  0.1713  16.9293
Si  6.6477  -3.7972  20.7036
Si  4.5063  5.2139  15.804
Si  8.4648  6.7414  18.5155
Si  2.0822  5.6455  19.0898
Si  -1.2638  3.0578  19.3468
Si  -0.8183  5.9514  20.3759
Si  7.92  -0.9513  21.1256
O  1.8649  2.5062  16.3441
O  -0.1245  -0.7784  -0.895
O  0.7042  6.0646  19.8302
O  9.8035  6.9003  19.4519
O  -0.1726  4.3932  0.0562
O  10.5861  3.6332  17.8013
O  3.8374  6.4428  -1.1691
O  -3.08  0.8336  17.3611
O  2.576  -0.8864  -1.1749
O  1.8767  -2.888  16.4553
O  3.4209  1.4353  -0.0787
O  8.473  5.1693  18.079
O  7.9339  7.1061  -0.6465
O  7.5322  1.5498  -0.1232
O  8.5947  3.8401  15.917
O  10.2661  5.9007  16.2106
O  7.8051  0.0244  19.825
O  -0.993  -0.4215  18.3257
O  5.9761  -0.593  12.6742
O  3.6984  3.3867  10.5434
O  1.4878  10.4332  11.8082
O  8.5208  7.6227  17.1092
O  -0.5129  11.9892  11.3324
O  3.0243  10.876  21.7813
O  -0.6934  9.1627  11.1913
O  4.1706  0.756  11.1486
O  4.314  4.1798  14.5209
O  3.7784  4.4136  16.9967
O  3.5138  10.6813  16.1962
O  6.1234  5.2415  16.0968
O  4.2479  8.6562  17.6146
O  7.5098  6.3848  10.7021
O  5.4833  2.0819  15.9377
O  9.6685  8.2735  14.7431
O  3.4109  10.7162  19.066
O  0.0794  6.8224  -0.9977
O  -2.7647  2.442  19.491
O  11.3205  3.2263  10.6079
O  7.5708  4.4114  0.0107
O  5.4088  -0.1904  17.5822
O  2.2265  -2.3556  14.08
O  3.5367  -0.4195  13.298
O  1.383  0.5969  17.9508
O  -1.9343  -0.9799  15.8325
O  1.2439  -0.2055  15.4324
O  7.8954  0.3924  11.2823
O  3.8597  2.0232  18.0365
O  3.8729  6.7375  15.7578
O  11.2778  6.3354  10.6381
O  -0.2234  1.8149  19.663
O  5.0145  1.8428  13.369
O  -5.1312  13.5819  18.4675
O  7.5806  3.2491  10.6191
O  2.2554  6.6093  17.7936
O  3.6186  6.3193  10.705
O  3.5863  -2.7421  11.7347
O  3.3278  6.0918  20.0614
O  7.5227  9.2505  11.3181
O  -0.6193  1.2953  16.3195
O  7.6257  -2.4891  20.6765
O  6.8165  3.654  14.1108
O  -0.6427  10.3335  13.5039
O  -0.2456  1.5924  0.0635
O  -1.1615  4.3398  20.3423
O  8.3509  -1.2157  13.5321
O  0.961  -0.6425  20.1832
O  2.0351  4.0256  18.718
O  3.5859  4.2488  0.1656
O  7.0961  7.0068  19.3435
O  5.0363  -3.4968  20.6535
O  2.4583  8.679  20.3747
O  8.1024  6.1646  14.7416

Results
free energy: -103888.770 eV
free energy less fixed offsets of O -569.03, Si -635.61 eV per atom: 6.780 eV
pressure: -1.59 GPa
stress xx, yy, zz, yz, xz, xy (GPa, positive in tension): -0.61, 5.06, 0.33, 0.03, 0.04, -0.2

Forces (eV/angstrom), in the order of the atoms: element, x, y, z
Si  -0.0693  0.1131  -0.3845
Si  -0.0102  0.0109  -0.7675
Si  -0.0905  -0.2151  -0.2801
Si  -0.214  0.2753  -0.1484
Si  0.0731  -0.0271  -0.65
Si  0.086  -0.1243  -0.2543
Si  0.1517  0.1352  -0.2389
Si  -0.0025  0.0641  -0.6504
Si  0.0082  -0.1861  -0.0659
Si  -0.0909  -0.0125  -0.1725
Si  -0.1016  -0.0444  -0.0422
Si  0.0106  -0.0791  -0.0037
Si  -0.0257  0.1715  -0.1971
Si  -0.0012  0.0686  -0.0987
Si  -0.0183  -0.0546  -0.185
Si  0.1157  0.0584  -0.137
Si  0.0071  0.0141  -0.1738
Si  0.0542  -0.0616  -0.1778
Si  0.0299  -0.108  0.3935
Si  0.0798  0.1592  0.2753
Si  0.0327  -0.0176  -0.0908
Si  0.0016  -0.19  0.1331
Si  -0.0334  0  0.2166
Si  -0.0167  -0.0527  -0.0795
Si  0.0269  -0.192  0.3827
Si  0.046  0.2121  0.3758
Si  -0.0117  0.0292  -0.0656
Si  -0.0301  -0.0598  -0.0851
Si  -0.016  0.0345  -0.1647
Si  -0.0244  -0.0532  0.0385
Si  -0.0149  0.0155  0.0277
Si  0.0055  0.164  -0.1188
Si  0.0322  0.0076  0.0517
Si  -0.0157  -0.0434  -0.0306
Si  -0.0118  0.1315  -0.1566
Si  0.0224  -0.0301  0.0672
Si  0.0214  0.0432  -0.0908
Si  0.0622  -0.0363  0.219
Si  -0.0046  0.0548  0.0829
Si  0.0007  0.0001  -0.1239
Si  0.0232  -0.1533  0.0939
Si  -0.0268  -0.0222  0.0373
Si  0.035  0.0511  -0.1087
Si  -0.0873  -0.0136  0.148
Si  -0.0506  -0.0333  0.051
Si  -0.0121  0.0104  0.1636
Si  -0.07  -0.1862  -0.1246
Si  0.0074  0.0855  -0.1898
Si  0.0049  0.0326  0.1489
Si  0.172  -0.011  -0.2237
Si  0.0526  0.14  -0.1887
Si  -0.0002  -0.0084  0.1744
Si  -0.0067  -0.0918  -0.2039
Si  -0.0295  0.0987  -0.245
Si  0.0914  0.1268  0.2441
Si  0.0426  0.0132  0.2477
Si  -0.0115  0.0159  0.2377
Si  0.0472  0.0732  0.1744
Si  -0.0316  -0.0783  0.2039
Si  -0.0419  -0.0515  0.1304
Si  -0.0065  0.0069  0.0305
Si  -0.0405  -0.0459  0.2116
Si  -0.0103  0.0399  0.1024
Si  0.0742  0.2685  -0.2502
Si  0.0958  0.0008  0.1273
Si  0.0442  -0.3398  0.0134
Si  -0.0444  0.1111  0.1293
Si  -0.0604  0.0436  0.3249
Si  0.0342  -0.1956  0.2344
Si  -0.1485  0.1918  -0.1423
Si  -0.0164  0.1483  0.0985
Si  0.002  -0.2614  -0.011
Si  -0.0448  -0.0786  0.4324
Si  -0.0558  0.0914  0.1061
Si  0.0638  0.0286  0.0615
Si  0.0734  -0.0506  0.0595
Si  -0.0769  -0.0149  -0.0557
Si  -0.0073  -0.187  -0.2792
Si  -0.2028  0.0144  -0.3097
Si  0.0422  -0.0675  0.2623
Si  -0.025  0.0454  -0.2231
Si  -0.0445  -0.1182  0.0567
Si  0.0288  0.0464  0.0337
Si  0.1062  0.1116  0.0758
Si  0.0389  -0.0026  0.1338
Si  0.0081  -0.1228  0.2336
Si  0.1048  0.0543  0.0483
Si  -0.1301  -0.0593  -0.0197
Si  0.0542  0.0057  0.1394
Si  -0.116  0.0291  -0.1947
Si  0.0893  0.2161  -0.1675
Si  -0.1664  -0.0603  0.0531
Si  0.013  -0.0295  -0.2255
Si  -0.0659  0.0522  0.0149
Si  0.017  -0.112  -0.0491
Si  0.0555  -0.0489  -0.1068
Si  -0.1116  -0.051  -0.1225
Si  -0.0226  -0.1524  -0.395
Si  -0.0058  0.0962  -0.0558
O  -0.0485  -0.0235  0.0291
O  -0.0335  0.0266  0.1158
O  -0.0161  0.0511  0.0879
O  0.1092  -0.0161  0.1332
O  0.0001  0.3104  0.5612
O  0.0395  0.0187  0.0515
O  -0.0508  0.0115  0.4175
O  0.034  0.0004  0.0576
O  0.31  0.1539  0.2262
O  0.0821  0.0233  -0.039
O  0.1075  -0.2494  0.3989
O  -0.0203  0.0926  -0.0041
O  -0.1291  -0.1412  -0.0443
O  -0.0437  -0.3033  0.4342
O  -0.0016  0.0611  -0.0315
O  -0.1028  0.033  -0.0365
O  0.0289  -0.2695  0.3262
O  0.0839  0.0866  0.0599
O  0.1121  -0.0662  -0.099
O  -0.0012  -0.2701  -0.4121
O  -0.0518  0.0691  -0.0537
O  0.0323  -0.0525  -0.0368
O  -0.0058  -0.0013  0.1523
O  -0.0379  0.1287  0.3638
O  0.0524  0.0303  0.1424
O  -0.0711  0.1156  0.1155
O  0.0349  -0.0093  0.0107
O  -0.0703  -0.044  0.0329
O  -0.0577  -0.008  0.017
O  -0.0358  -0.0225  -0.0616
O  -0.0208  0.0002  0.0259
O  0.0108  0.0313  -0.3773
O  -0.0081  0.0468  -0.1324
O  0.0136  0.1007  -0.086
O  -0.0231  -0.0139  0.2052
O  -0.0157  -0.1483  0.1574
O  0.0614  0.0043  0.0344
O  -0.0166  -0.0084  -0.2556
O  -0.0323  0.2755  0.5179
O  -0.0907  -0.097  0.0338
O  0.0276  0.0142  -0.2781
O  -0.034  -0.0586  -0.0074
O  -0.0829  0.0369  -0.007
O  0.006  -0.0903  -0.214
O  0.0624  -0.0899  -0.013
O  0.0049  0.1693  0.1103
O  -0.0674  0.0329  0.0125
O  0.017  -0.0331  0.0412
O  0.0119  0.1847  -0.3552
O  -0.0011  0.0374  0.1035
O  -0.0166  -0.0823  -0.1347
O  0.0006  -0.0738  -0.0221
O  -0.0175  -0.0914  -0.2652
O  0.0175  -0.0046  0.0389
O  0.0242  0.2182  -0.444
O  -0.016  -0.2186  -0.2475
O  0.0327  0.1655  0.131
O  0.04  -0.0808  0.1444
O  0.0849  0.042  -0.0163
O  0.0409  -0.0084  0.0025
O  -0.0522  0.0186  -0.0272
O  0.0894  0.0804  -0.3372
O  0.0204  -0.2958  0.552
O  -0.0054  0.0191  0.0794
O  -0.0737  0.0617  -0.322
O  0.0847  -0.0548  0.1126
O  0.0166  0.0216  -0.0237
O  0.0042  0.305  0.1652
O  -0.1293  0.0849  0.2318
O  0.0371  0.0052  0.0442
O  0.0203  -0.0161  0.1057
O  0.01  -0.0029  0.0256

The program warned: the cutoff lies below the one the program advises for these potential files.
